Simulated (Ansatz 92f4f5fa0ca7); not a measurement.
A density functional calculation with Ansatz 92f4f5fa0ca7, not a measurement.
Periodic cell of 461 atoms, Si304O157, from a study of silicon, its oxide and their interface. The atomic structure is a simulated model.
Doubt: the cutoff is far below the 930 eV that the study's wrapper takes by default for these files, so forces and energies are approximate.
This geometry differs little from another in the collection (a relaxation step or a small displacement).

Settings: functional PBE; potential files Ansatz PAW; basis plane waves; wave-function cutoff 580 eV; density cutoff ratio 5; exchange-correlation grid ratio 1; k mesh 1 x 1 x 1, Gamma-centred; self-consistency stop 5e-08 eV per atom in the density residual; occupations fixed; spin none; net charge 0.

Cell vectors (angstrom)
a	15.4691	0	0
b	0	15.4691	0
c	-6.848	-7.0335	34.3973

Atoms and the computed forces on them: element, x, y, z (angstrom), force x, y, z (eV/angstrom)
Si	-12.986	-10.599	23.966	-0.01	-0.002	-0.001
Si	-2.595	-3.217	25.471	0	-0.015	-0.003
Si	-4.475	-15.258	23.895	-0.002	0.021	-0.016
Si	-8.923	-10.963	24.171	0.007	-0.012	-0.003
Si	1.399	-3.131	25.818	0.018	0.011	0.015
Si	-0.975	-15.156	23.872	-0.004	-0.011	-0.013
Si	-2.439	-11.007	25.46	-0.01	-0.045	0.035
Si	-10.199	-7.05	25.678	0.015	-0.037	0.057
Si	-11.655	-3.096	25.782	0.004	-0.01	0.007
Si	-10.967	-10.946	25.378	0.007	-0.01	-0.008
Si	-7.703	-7.036	25.674	0.002	0.016	-0.005
Si	-6.654	-3.114	25.381	0.014	0.014	0.02
Si	-7.103	-14.847	25.431	0	-0.006	0.024
Si	-2.351	-7.11	25.469	-0.088	0.004	0.098
Si	-4.568	-2.953	24.285	-0.001	-0.002	-0.018
Si	-2.743	-14.873	25.456	-0.002	0.006	0.011
Si	0.956	-8.927	26.918	0.019	-0.008	-0.002
Si	0.927	-5.08	27.019	0.02	-0.006	0.002
Si	-0.884	-2.886	23.793	0.005	0.003	-0.016
Si	1.399	-14.729	25.742	0.027	-0.027	0.026
Si	-10.78	-5.055	26.875	-0.01	0.018	-0.004
Si	-10.867	-12.805	26.872	-0.003	-0.013	0.007
Si	-6.972	-10.919	25.479	-0.017	0	0.008
Si	-6.967	-5.06	26.777	-0.001	-0.01	-0.008
Si	-6.826	-1.26	26.843	-0.003	-0.006	-0.016
Si	-6.975	-12.876	26.805	0.008	0.012	-0.007
Si	-6.874	-8.962	26.817	0.01	-0.007	-0.008
Si	-2.88	-5.169	26.772	-0.009	0.005	-0.005
Si	-2.866	-1.297	26.858	0.003	0.008	0.041
Si	-2.923	-12.913	26.791	0.009	0.038	-0.018
Si	-2.854	-9.031	26.774	-0.008	0.016	0.009
Si	0.809	-6.952	25.606	0.028	0.017	0.01
Si	0.929	-1.179	27.03	-0.007	0.01	0.019
Si	0.92	-12.784	26.959	0.006	0.005	0.004
Si	0.733	-10.857	25.583	0.032	0.001	0.002
Si	-10.885	-1.182	26.934	-0.019	-0.004	-0.001
Si	-8.869	-12.848	28.206	-0.012	-0.002	0.002
Si	-10.678	-9.053	26.864	-0.011	0.048	-0.008
Si	-8.823	-5.002	28.24	-0.011	0.004	0.006
Si	-8.817	-1.232	28.17	0.004	0	0.014
Si	-11.607	-14.731	25.712	-0.015	0.011	0.022
Si	-8.761	-9.046	28.261	0.003	-0.007	0.019
Si	-4.923	-5.125	28.091	0.017	-0.003	0
Si	-4.87	-1.259	28.192	0.025	-0.004	-0.006
Si	-4.944	-12.866	28.12	0.006	0.001	0.012
Si	-4.864	-8.945	28.121	0	-0.002	0
Si	-1.057	-5.114	28.283	-0.015	0.023	0.014
Si	-1.036	-1.231	28.308	-0.02	0.015	-0.021
Si	-1.058	-12.857	28.253	-0.01	-0.015	0.004
Si	-1.003	-8.976	28.263	-0.018	-0.027	0.018
Si	2.849	-5.157	28.339	0.008	-0.003	0.007
Si	2.803	-1.202	28.434	0	-0.009	0.001
Si	2.797	-12.767	28.354	0.005	0.011	0.012
Si	2.88	-8.959	28.253	0.014	-0.004	0.009
Si	-8.793	-7.022	29.564	0.004	0	0.005
Si	-8.798	-3.116	29.621	0.008	-0.001	0.006
Si	-8.801	0.69	29.577	0.004	-0.005	0.003
Si	-8.791	-10.947	29.628	0.009	0.01	0.002
Si	-4.902	-7.031	29.548	-0.003	0.002	0.009
Si	-4.909	-3.204	29.552	0.003	0.004	0.013
Si	-4.902	0.695	29.564	-0.007	0.002	0.014
Si	-4.916	-10.905	29.526	0.009	-0.001	0.002
Si	-1.048	-7.048	29.628	0.008	0.006	0.017
Si	-1.048	-3.177	29.634	0.015	-0.013	0.01
Si	-1.043	0.706	29.638	0.012	-0.005	0.011
Si	-1.043	-10.914	29.614	0.008	0.016	0.008
Si	2.829	-7.071	29.66	-0.014	0.004	-0.001
Si	2.825	-3.194	29.664	-0.006	0.004	0.002
Si	2.815	0.755	29.687	-0.015	0.001	-0.002
Si	2.822	-10.848	29.66	-0.017	0.001	0.003
Si	-6.848	-7.034	30.979	0.006	0.018	-0.484
Si	-6.848	-3.166	30.979	0.109	0.038	-0.286
Si	-6.848	0.701	30.979	-0.015	-0.02	-0.408
Si	-6.848	-10.901	30.979	0.163	-0.13	-0.29
Si	-2.981	-7.034	30.979	-0.122	0.029	-0.128
Si	-2.981	-3.166	30.979	-0.165	-0.084	-0.096
Si	-2.981	0.701	30.979	-0.083	0.07	-0.042
Si	-2.981	-10.901	30.979	-0.16	-0.007	-0.304
Si	0.886	-7.034	30.979	-0.063	-0.118	0.195
Si	0.886	-3.166	30.979	-0.067	-0.134	0.268
Si	0.886	0.701	30.979	-0.165	0.131	0.43
Si	0.886	-10.901	30.979	-0.113	0.055	0.213
Si	-10.715	-7.034	30.979	0.26	-0.072	0.098
Si	-10.715	-3.166	30.979	0.077	0.072	0.329
Si	-10.715	-14.768	30.979	0.214	0.04	0.226
Si	-10.715	-10.901	30.979	0.07	0.032	0.277
Si	0.032	1.94	3.41	0.001	-0.001	-0.003
Si	0.017	5.807	3.417	-0.006	0.003	-0.002
Si	0.034	-5.811	3.414	-0.001	-0.004	-0.003
Si	0.003	-1.932	3.399	-0.004	0.003	0
Si	3.841	1.945	3.416	-0.004	-0.002	-0.004
Si	3.866	5.802	3.43	0.001	0.001	-0.008
Si	3.814	-5.81	3.407	0	-0.004	-0.002
Si	3.863	-1.939	3.396	0.004	0.005	0
Si	7.773	1.941	3.418	0.002	-0.003	-0.002
Si	7.733	5.802	3.425	-0.002	0	-0.005
Si	7.771	-5.81	3.411	0.006	0	-0.003
Si	7.722	-1.928	3.404	0	0.002	-0.001
Si	-3.915	1.948	3.412	0.002	-0.003	-0.003
Si	-3.849	5.8	3.425	0	0.002	-0.006
Si	-3.875	-5.812	3.421	-0.003	-0.003	-0.005
Si	-3.869	-1.936	3.388	0	0.006	0.001
Si	-1.946	1.975	4.671	0	-0.003	0.015
Si	-1.902	5.883	4.786	0.004	-0.015	0.013
Si	-1.909	-5.847	4.727	-0.002	0.005	0.006
Si	-1.938	-2.001	4.731	0.005	0.01	0.012
Si	1.934	1.963	4.851	0.003	0.003	-0.007
Si	1.934	5.764	4.813	0.002	-0.005	-0.005
Si	1.919	-5.823	4.863	0.004	-0.005	-0.008
Si	1.939	-1.89	4.753	0.001	-0.002	-0.002
Si	5.811	1.962	4.698	-0.001	-0.002	0.016
Si	5.798	5.839	4.8	0	-0.011	0.013
Si	5.785	-5.822	4.666	-0.001	0.006	0.006
Si	5.784	-1.982	4.758	-0.008	0.009	0.009
Si	9.664	1.962	4.882	-0.003	-0.003	-0.002
Si	9.676	5.732	4.782	-0.002	0.001	0
Si	9.686	-5.82	4.841	-0.002	-0.009	-0.011
Si	9.667	-1.848	4.738	-0.001	0.002	-0.004
Si	-2	0.006	5.927	0.001	-0.014	-0.025
Si	-1.908	3.91	6.027	-0.003	0.022	-0.008
Si	-1.891	-7.661	6.232	-0.009	-0.001	0.006
Si	-1.899	-3.972	6.097	-0.014	-0.004	0.015
Si	1.95	0.007	6.184	-0.008	0.002	-0.005
Si	1.938	3.883	6.281	0.017	0	0.022
Si	1.894	-7.824	6.226	-0.001	-0.003	0.006
Si	1.93	-3.79	6.122	0.002	0.002	0.019
Si	5.784	0.014	5.997	-0.007	-0.009	-0.019
Si	5.813	3.867	6.093	0.007	0.014	-0.009
Si	5.769	-7.638	6.127	-0.002	-0.001	0.018
Si	5.788	-3.98	6.078	0.044	-0.006	0.025
Si	9.659	0.01	6.241	-0.019	0.001	-0.008
Si	9.645	3.889	6.305	0.037	0.001	0.022
Si	9.702	-7.852	6.155	-0.013	-0.001	-0.001
Si	9.684	-3.757	6.06	-0.004	0.002	0.031
Si	-0.127	-0.005	7.306	0.004	-0.001	0.017
Si	-0.094	3.905	7.549	0.006	-0.005	0.006
Si	0.01	-7.752	7.718	-0.005	-0.001	-0.008
Si	0.02	-3.906	7.513	0.01	0.006	0.001
Si	3.953	0.042	7.484	0.004	-0.011	0.007
Si	3.968	3.867	7.56	-0.029	0.004	-0.021
Si	3.845	-7.721	7.556	0.014	0.004	-0.019
Si	3.862	-3.898	7.472	-0.019	0.01	0.004
Si	7.615	-0.025	7.471	0.009	0.002	0.01
Si	7.619	3.874	7.645	-0.007	-0.007	0.002
Si	7.728	-7.741	7.455	-0.004	-0.001	-0.004
Si	7.025	-1.988	8.657	-0.007	0.014	0.02
Si	-3.774	0.015	7.481	0.015	-0.003	0.019
Si	-3.737	3.954	7.494	-0.031	-0.022	-0.022
Si	-3.848	-7.74	7.584	0.028	-0.018	0
Si	-3.851	-3.837	7.409	0.009	-0.002	-0.025
Si	-0.696	1.871	8.6	0.002	-0.002	-0.016
Si	-0.671	5.747	8.987	0.012	-0.002	-0.004
Si	0.696	-5.759	8.917	-0.008	0.003	-0.006
Si	4.508	1.925	8.853	0.01	-0.003	0
Si	4.496	5.828	8.808	0.005	-0.001	0.004
Si	3.189	-5.782	8.795	0.014	0.004	-0.009
Si	4.594	-1.932	8.604	0.007	-0.008	0.004
Si	6.923	1.846	8.746	-0.001	0.003	-0.012
Si	6.97	5.896	8.795	-0.011	0.003	-0.03
Si	8.481	-5.796	8.59	-0.023	-0.022	0.03
Si	7.75	-3.87	7.398	-0.028	0.003	-0.055
Si	-3.086	1.984	8.606	-0.009	0.007	-0.006
Si	-3.165	5.825	8.895	-0.014	0.025	-0.012
Si	-4.528	-5.738	8.682	0.008	0	0.006
Si	-3.131	-1.937	8.662	-0.001	0.015	-0.005
Si	-0.666	-1.896	8.593	-0.003	-0.003	-0.018
Si	-6.848	-8.967	32.346	0.022	0.007	-0.045
Si	-6.848	-5.1	32.346	-0.009	0.011	-0.032
Si	-6.848	-1.233	32.346	0.095	-0.021	-0.014
Si	-6.848	-12.834	32.346	0.097	0.022	-0.01
Si	-2.981	-8.967	32.346	-0.109	0.005	-0.025
Si	-2.981	-5.1	32.346	-0.02	0.019	-0.002
Si	-2.981	-1.233	32.346	-0.103	-0.003	-0.016
Si	-2.981	-12.834	32.346	-0.073	-0.015	-0.008
Si	0.886	-8.967	32.346	-0.072	-0.006	0.03
Si	0.886	-5.1	32.346	-0.011	0.034	0.023
Si	0.886	-1.233	32.346	0.029	0.018	0.007
Si	0.886	-12.834	32.346	-0.006	-0.032	0.038
Si	-10.715	-8.967	32.346	0.097	-0.009	0.02
Si	-10.715	-5.1	32.346	0.08	0.017	-0.003
Si	-10.715	-16.701	32.346	-0.055	-0.025	0.018
Si	-10.715	-12.834	32.346	0.033	-0.005	0.028
Si	-4.914	-8.967	33.713	0.018	-0.012	-0.008
Si	-4.914	-5.1	33.713	0.02	-0.003	0.001
Si	-4.914	-1.233	33.713	0.005	0.036	-0.004
Si	-4.914	-12.834	33.713	0.02	-0.021	0.009
Si	-1.047	-8.967	33.713	0.042	0.009	0.023
Si	-1.047	-5.1	33.713	-0.002	-0.034	-0.008
Si	-1.047	-1.233	33.713	0.024	-0.015	-0.012
Si	-1.047	-12.834	33.713	0.033	0.042	-0.007
Si	-12.649	-8.967	33.713	0.004	-0.005	-0.001
Si	-12.649	-5.1	33.713	-0.011	-0.011	0.017
Si	-12.649	-16.701	33.713	0.007	0.008	0
Si	-12.649	-12.834	33.713	-0.025	-0.016	0.006
Si	-8.782	-8.967	33.713	-0.048	-0.002	0.017
Si	-8.782	-5.1	33.713	-0.013	-0.028	-0.011
Si	-8.782	-16.701	33.713	-0.032	-0.007	-0.005
Si	-8.782	-12.834	33.713	-0.037	0.029	-0.003
Si	1.934	0	0.683	-0.021	-0.037	-0.018
Si	1.934	3.867	0.683	-0.015	0.086	-0.025
Si	1.934	7.734	0.683	-0.001	-0.043	-0.047
Si	1.934	-3.867	0.683	-0.012	-0.006	-0.047
Si	5.801	0	0.683	-0.024	0.115	0.007
Si	5.801	3.867	0.683	-0.007	-0.054	0.011
Si	5.801	7.734	0.683	-0.016	0.027	0.035
Si	5.801	-3.867	0.683	-0.036	-0.07	0.036
Si	-5.801	0	0.683	0.005	-0.065	-0.017
Si	-5.801	3.867	0.683	0.002	0.142	-0.032
Si	-5.801	-7.734	0.683	-0.018	-0.04	-0.039
Si	-5.801	-3.867	0.683	0.011	-0.031	-0.045
Si	-1.934	0	0.683	0.028	0.117	0.005
Si	-1.934	3.867	0.683	0.016	-0.073	0.008
Si	-1.934	-7.734	0.683	0.022	-0.009	0.034
Si	-1.934	-3.867	0.683	0.039	-0.025	0.035
Si	0	0	2.05	0.043	0.063	-0.077
Si	0	3.867	2.05	0.057	0.074	-0.046
Si	0	7.734	2.05	0.226	-0.022	-0.097
Si	0	-3.867	2.05	0.151	-0.077	-0.034
Si	3.867	0	2.05	-0.032	0.079	-0.028
Si	3.867	3.867	2.05	-0.067	0.092	-0.018
Si	3.867	7.734	2.05	-0.176	-0.092	-0.044
Si	3.867	-3.867	2.05	-0.198	-0.085	-0.103
Si	7.734	0	2.05	0.02	0.084	-0.055
Si	7.734	3.867	2.05	0.06	0.057	-0.016
Si	7.734	7.734	2.05	0.168	-0.061	-0.047
Si	7.734	-3.867	2.05	0.17	-0.03	-0.022
Si	-3.867	0	2.05	-0.025	0.098	-0.068
Si	-3.867	3.867	2.05	-0.046	0.092	-0.079
Si	-3.867	-7.734	2.05	-0.152	-0.068	-0.022
Si	-3.867	-3.867	2.05	-0.155	-0.136	-0.07
Si	-8.741	-8.695	21.855	0.017	0.028	0.019
Si	-8.319	-3.805	23.025	0.012	-0.005	0.018
Si	-9.363	-13.406	17.838	-0.011	0.008	0.001
Si	-7.027	-6.631	23.494	0.006	-0.016	-0.029
Si	-4.17	-7.677	22.932	-0.032	0.003	0
Si	-9.716	-15.393	23.555	0.009	0.01	0.003
Si	-8.861	-13.036	21.979	-0.011	-0.026	0.021
Si	-4.607	-10.791	23.305	0.009	0.026	0
Si	2.57	-2.548	21.278	-0.004	-0.003	-0.001
Si	-12.389	-7.468	23.46	0.009	-0.006	-0.016
Si	0.523	-2.46	11.35	0.043	-0.005	-0.022
Si	0.615	2.103	11.457	0.009	0.002	0.007
Si	0.353	5.285	11.175	0.011	-0.002	0.041
Si	-0.413	-5.344	11.021	-0.011	0.003	0.032
Si	8.368	5.418	11.529	0.006	-0.014	0.014
Si	3.575	5.468	10.976	-0.003	0.008	0.044
Si	4.378	-5.656	10.829	0.003	0.001	0.03
Si	3.614	-2.713	11.391	-0.031	0.039	-0.004
Si	8.541	2.236	11.236	0.006	0.006	0.003
Si	3.781	2.279	11.133	-0.02	0.009	0.026
Si	7.519	-5.656	10.695	-0.002	-0.008	-0.015
Si	8.037	-2.551	10.702	0.007	0.009	-0.016
Si	-3.433	-0.049	12.699	-0.002	0.003	-0.006
Si	-3.967	5.469	11.123	-0.002	0.022	0.044
Si	-3.571	-5.386	10.817	-0.002	-0.001	0.015
Si	-4.239	-2.371	10.678	-0.009	0.002	0.019
Si	4.88	1.381	13.968	-0.001	-0.006	-0.003
Si	7.272	5.04	14.396	0.001	0.007	-0.005
Si	4.88	3.787	15.664	-0.008	0.001	0.005
Si	4.604	-1.597	14.182	-0.003	-0.002	-0.006
Si	9.674	-6.191	12.748	0.007	-0.002	0.004
Si	-0.031	-5.923	18.705	-0.003	-0.003	0.01
Si	-5.21	-7.187	15.563	0.002	-0.007	-0.015
Si	-3.919	2.312	10.742	-0.004	-0.018	0.026
Si	4.197	-7.736	12.979	-0.008	-0.01	-0.008
Si	7.727	-1.991	13.649	-0.009	0.005	-0.009
Si	8.014	2.007	14.241	0.004	-0.011	0
Si	-11.058	-6.859	20.822	-0.014	0	0.003
Si	-9.105	-4.405	20.244	-0.003	0.004	0.004
Si	0.349	-12.14	18.695	0.003	0.003	0.004
Si	5.894	-6.184	14.885	-0.008	0.001	-0.009
Si	-5.159	-4.358	16.578	-0.004	-0.009	0
Si	-3.935	-6.458	20.232	0.011	0.005	0.007
Si	8.298	-4.108	14.302	0.005	-0.012	-0.016
Si	-0.256	-6.433	13.832	0	-0.013	0.002
Si	-2.693	-9.017	16	0.006	0.006	-0.002
Si	-1.761	-8.897	13.178	0.002	0.008	0.007
Si	-3.608	-1.67	16.881	0.002	0.003	0.003
Si	2.4	-10.242	17.149	-0.003	0.003	-0.002
Si	-8.346	-9.865	19.197	-0.003	0.006	0.006
Si	-11.262	-3.027	18.567	-0.003	-0.002	0
Si	-4.393	-3.747	21.338	0.012	-0.006	0.012
Si	0.421	-4.346	15.878	0.003	-0.012	-0.001
Si	2.646	-7.516	18.319	-0.006	-0.008	0.008
Si	2.618	-15.18	20.618	0.003	0.002	0.007
Si	-7.896	-8.161	16.58	0.003	0.003	0.01
Si	-0.568	-1.283	16.106	0.009	0.004	-0.001
Si	-0.358	-0.228	13.304	0.002	0.003	-0.002
Si	2.104	-7.952	15.384	-0.004	-0.004	-0.012
Si	-2.283	-10.401	18.608	0.003	0.003	-0.003
Si	1.082	-15.062	18.112	0.001	0	0.001
Si	-11.431	-15.509	18.05	0.001	0	0.002
Si	2.175	-12.19	21.155	-0.007	0.004	0.013
Si	-0.446	-3.594	20.885	-0.009	-0.009	-0.001
Si	-7.037	-12.623	19.426	0.004	-0.002	0.008
Si	-6.254	-4.996	19.522	0.009	-0.008	0.003
Si	-5.535	-0.072	15.057	-0.004	0.001	-0.006
Si	-2.696	-14.443	21.531	0	0.002	0.004
Si	-4.19	-12.039	20.421	0.007	0	0.008
Si	-1.747	-7.497	18.343	0.028	0.017	0.007
Si	3.564	-4.142	15.829	0	-0.001	-0.003
Si	-10.628	-11.623	20.013	-0.003	0	0.014
Si	-2.677	-1.656	19.952	0.011	0.003	0.007
Si	-10.923	-2.889	23.602	0	0.015	0.001
O	-8.543	-3.432	21.445	-0.007	-0.001	-0.014
O	-5.937	-14.614	24.277	0.002	0.003	0.003
O	-5.429	-6.705	23.214	-0.01	-0.011	0.02
O	-7.843	-7.487	22.396	0.004	-0.011	0.029
O	-4.054	-14.706	22.409	0.013	0	0.021
O	-8.51	-12.404	23.441	-0.002	0.001	0.011
O	-4.777	-11.507	21.854	0.001	0.001	0.003
O	-3.028	-7.248	23.988	-0.009	-0.007	-0.077
O	-0.753	-6.99	25.058	0.088	0.004	-0.021
O	0.652	-3.186	24.319	-0.011	-0.007	-0.003
O	-5.547	-6.42	19.933	-0.01	0.013	0.002
O	0.563	-14.734	24.284	-0.007	0.01	-0.013
O	-3.175	-11.176	23.986	-0.017	0.005	-0.019
O	-0.841	-10.928	25.031	-0.023	0.002	-0.02
O	1.85	-6.793	24.317	-0.009	-0.002	0.003
O	-10.946	-7.171	24.187	-0.03	-0.001	-0.025
O	-9.816	-4.111	23.599	0.014	0.003	0.002
O	-11.066	-14.67	24.136	0.012	-0.004	-0.011
O	3.895	3.905	11.364	0.003	0	-0.011
O	-0.189	1.583	10.15	0.009	-0.001	0.01
O	-0.392	-9.384	12.413	-0.008	0.001	-0.016
O	0.116	-1.593	10.033	0.011	-0.018	0.046
O	2.031	-3.077	11.266	0.015	0.041	-0.011
O	8.569	1.652	12.744	-0.002	0.006	0.002
O	5.945	-6.159	10.656	0.011	0.003	0.001
O	4.035	-1.747	10.156	-0.011	-0.034	0.052
O	7.376	1.561	10.332	0.005	-0.008	0.012
O	-4.15	-1.228	11.838	0.001	-0.001	-0.013
O	7.536	-9.316	10.339	0.014	0.003	0.027
O	-7.386	-11.13	18.848	0.001	-0.001	0.006
O	9.638	-2.581	10.316	-0.019	0.007	0.022
O	-1.981	-5.837	10.813	0.008	-0.006	0.002
O	-7.37	-5.093	23.136	-0.016	-0.003	0.009
O	-11.791	-4.105	17.462	0.003	0.004	0.005
O	-12.215	-11.394	20.208	0.01	-0.001	0.005
O	-10.165	-5.493	20.846	0.005	0.004	0.005
O	-10.125	-14.776	17.388	0.003	0.003	0.01
O	-10.139	-8.14	21.236	0.01	0.001	0.012
O	-9.026	-9.756	23.051	-0.004	0.026	-0.014
O	-10.316	-12.865	19.033	0.009	-0.004	-0.012
O	-3.735	-2.311	20.996	0.002	-0.003	0.003
O	-2.197	-1.279	16.162	0.003	0	0.002
O	-4.658	-1.399	23.744	-0.002	-0.036	0.011
O	-4.537	-3.906	22.944	-0.005	0.012	0.013
O	2.005	-4.466	15.448	-0.008	0.001	0.006
O	-1.402	-14.286	22.535	-0.016	0.005	0.006
O	-4.689	-9.188	23.126	0	-0.019	0.018
O	-2.972	-13.09	20.677	-0.007	0.011	0.002
O	2.689	-7.132	16.704	0.002	0.003	0.012
O	-12.712	-9.074	23.384	0.002	0.013	0.019
O	0.795	-12.115	20.28	0.002	0.001	0.002
O	-12.033	-3.268	22.452	-0.006	0.002	0.004
O	0.31	3.701	11.626	-0.002	-0.006	-0.008
O	3.97	-2.683	15.211	0.002	0.002	0.001
O	0.29	-6.075	12.321	-0.004	-0.002	-0.002
O	-0.075	-0.291	14.905	-0.005	-0.011	0.021
O	7.646	5.727	12.96	0	-0.016	0.003
O	3.962	-1.895	12.728	-0.016	-0.03	-0.031
O	4.448	-4.109	11.37	-0.004	0.01	-0.005
O	-5.501	1.92	10.525	0.004	0.011	0.006
O	1.709	-9.456	15.89	0.007	0.001	0.003
O	8.874	-1.128	14.423	0.004	0.002	0.003
O	7.781	-1.63	12.038	0.01	-0.026	0.002
O	7.538	-4.066	11.136	0.002	0.015	0.017
O	-3.268	1.339	11.872	-0.014	-0.004	-0.002
O	-3.657	-3.799	11.251	0.006	0.002	0.001
O	4.624	1.562	12.354	0.01	-0.009	0.01
O	-5.762	-7.208	14.018	0.003	0	0.018
O	1.378	-11.335	17.732	0.001	0.001	0.005
O	-0.488	-3.739	11.402	0.006	0.004	-0.008
O	2.122	-11.516	22.638	-0.002	-0.009	0
O	-6.457	-7.395	16.602	-0.018	-0.009	0.005
O	5.591	-7.208	13.642	0.002	0.006	0.011
O	-4.019	-3.198	16.459	0.004	0	0.004
O	-1.015	-1.279	23.436	-0.006	-0.004	0.017
O	-3.372	-1.587	18.485	-0.003	0.003	0
O	-3.467	-4.959	20.722	-0.012	0.007	0.01
O	5.657	4.788	14.616	0.008	-0.001	0.002
O	0.105	-16.185	17.474	-0.007	-0.001	-0.01
O	4.156	2.598	14.8	0.004	0.004	0.004
O	4.564	-5.301	15.25	0.009	-0.004	0.006
O	-5.529	-9.584	11.464	-0.02	-0.003	-0.008
O	-1.135	-3.735	22.39	-0.002	-0.002	-0.004
O	0.786	-7.311	14.711	0.007	0	0.002
O	-12.302	-2.916	19.807	0.008	0.003	0.001
O	-1.818	-7.814	16.719	-0.008	-0.007	-0.011
O	-9.801	-3.467	19.118	-0.002	0	0.006
O	-4.536	-5.746	15.959	-0.002	0.009	0.005
O	3.209	-8.043	14.217	0	0.009	0
O	-7.856	-9.355	20.66	-0.001	-0.007	-0.008
O	3.632	-6.567	11.977	0.007	-0.015	0
O	-1.932	-0.531	13.058	-0.004	0.008	-0.006
O	2.657	-16.423	21.659	-0.002	-0.003	0.004
O	-1.305	-2.552	19.956	-0.007	0.006	0.002
O	-3.778	3.844	11.339	0.006	-0.023	-0.001
O	-10.084	-12.071	21.482	0.001	0.004	-0.012
O	8.942	-3.947	15.797	0.006	0.009	0.013
O	-7.636	-12.92	20.92	0.008	0.005	-0.01
O	-0.309	-4.998	20.043	0.001	-0.002	0.002
O	-4.318	0.237	14.023	0.003	-0.003	0
O	2.582	-13.756	21.395	-0.004	0	0.002
O	6.487	1.428	14.295	0.007	0.002	0.001
O	-4.819	-16.119	16.417	0.005	-0.002	0.004
O	4.362	-9.097	12.099	-0.012	0.006	-0.01
O	-4.383	-6.278	11.933	-0.006	0.002	-0.01
O	0.107	1.234	12.744	-0.008	-0.012	0.008
O	7.065	-5.179	14.386	-0.002	0	0.006
O	7.747	-9.422	15.57	0.001	0.002	0.001
O	8.386	-6.538	11.791	0.001	0.004	-0.013
O	6.398	-7.103	16.146	0.006	-0.007	0.006
O	-11.52	-15.254	19.667	0	-0.001	0.001
O	-1.996	-9.611	14.64	-0.007	0.001	0.008
O	8.268	3.827	11.247	0.01	0.012	0.006
O	-5.862	-3.859	20.634	-0.004	-0.004	-0.004
O	1.29	-15.412	19.694	-0.001	-0.001	-0.001
O	8.067	3.615	14.501	0.001	0.004	0
O	0.47	-1.463	12.626	-0.002	0	-0.004
O	-8.533	-15.224	24.68	-0.016	-0.002	-0.005
O	-0.025	-2.792	15.881	-0.003	0.007	0.002
O	-11.151	-1.612	17.791	-0.001	0.002	0.006
O	2.676	-9.152	18.342	0.004	0.024	0.007
O	2.21	1.834	11.259	0.001	0.002	-0.009
O	-11.607	-7.009	19.285	-0.014	-0.008	-0.004
O	9.489	-4.668	13.312	-0.006	0.013	0.002
O	-9.917	-10.315	19.36	0.003	-0.004	0.006
O	-3.602	-7.525	21.413	0.004	0.003	-0.002
O	-1.607	-8.975	19.084	-0.008	-0.011	0.009
O	-9.27	-14.61	22.183	0.004	0.025	-0.006
O	-5.413	-12.743	19.559	-0.008	-0.001	0.003
O	1.034	-3.021	21.215	0.007	0.004	0.013
O	9.036	1.287	15.308	0.004	0	0.004
O	-12.273	-6.835	21.943	0.007	0.004	0
O	-1.621	-7.301	13.558	0.007	-0.004	0.001
O	-10.107	-1.482	23.235	-0.006	-0.018	0.008
O	6.225	-1.687	14.204	0.006	-0.004	-0.009
O	-11.686	-10.927	16.6	-0.002	0	0.004
O	2.585	-15.044	17.414	-0.001	-0.001	0.002
O	-4.165	-8.417	15.664	0.002	-0.001	0.004
O	-3.168	-6.848	18.858	-0.005	-0.013	-0.005
O	-0.494	-5.086	14.728	0.008	0.015	0.011
O	1.305	-6.839	18.955	0.013	-0.006	-0.002
O	-5.61	-4.515	18.121	-0.006	-0.004	0.015
O	-5.783	-11.202	24.343	0.013	0.002	-0.005
O	0.163	-4.982	17.367	0.004	0.01	-0.007
O	-3.036	-9.194	12.208	0.004	-0.007	-0.014
O	-8.254	-8.708	18.07	0.005	0.002	-0.012
O	-7.815	-13.63	18.362	0.001	-0.002	0.002
O	-7.619	-2.723	24.039	-0.019	-0.015	-0.016
O	-7.866	-5.175	19.505	0	-0.001	0.006
O	-2.841	-10.237	17.075	-0.002	-0.003	0.005
O	-9.415	-12.314	16.627	0.004	-0.008	0.012
O	4.247	-0.031	14.507	-0.002	-0.007	0
O	0.325	-13.631	18.044	0	-0.002	0.001
O	-3.538	-10.807	19.57	-0.001	-0.005	0.005
O	-1.153	-11.558	18.624	-0.002	0.003	0.004
O	-2.368	-15.617	20.459	0.003	-0.01	-0.003
O	1.939	5.749	11.06	-0.007	0.003	-0.005

Results
free energy: -282551.035 eV
free energy less fixed offsets of O -568.88, Si -635.61 eV per atom: -11.435 eV

The program warned: the cutoff lies below the one the program advises for these potential files; the forces do not sum to zero within the program's tolerance; the exchange-correlation potential is rough where the density is thin.
